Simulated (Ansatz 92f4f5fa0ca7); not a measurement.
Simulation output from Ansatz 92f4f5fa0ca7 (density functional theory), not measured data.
Periodic cell of 237 atoms, Si146O90B1, from a study of silicon, its oxide and their interface. The atomic structure is a simulated model.
Doubt: the cutoff is far below the 930 eV that the study's wrapper takes by default for these files, so forces and energies are approximate.

Settings
functional: PBE
potential files: Ansatz PAW
basis: plane waves
wave-function cutoff: 580 eV
density cutoff ratio: 5
exchange-correlation grid ratio: 1
k mesh: 1 x 1 x 1, Gamma-centred
self-consistency stop: 5e-08 eV per atom in the density residual
occupations: fixed
spin: none
net charge: -1 e, with a uniform compensating background and no finite-size correction

Cell vectors (angstrom)
a, 11.6015, 0, 0
b, 0, 10.938, 0
c, 0, 0, 32.0622

Atoms and the computed forces on them: element, x, y, z (angstrom), force x, y, z (eV/angstrom)
Si, -0.185, -0.0568, 23.238, 0.0097, -0.017, -0.0272
Si, 3.665, 0.2099, 23.0973, -0.0218, 0.0125, -0.0331
Si, 7.5581, -0.1436, 23.435, 0.026, 0.0371, 0.0025
Si, 1.687, 1.4039, 23.3861, 0.0314, -0.0235, -0.0518
Si, 5.7377, 1.3988, 23.1754, -0.0192, 0.0114, -0.0522
Si, 9.4432, 1.2275, 23.341, -0.0307, -0.0092, -0.0231
Si, 0.1697, 5.3134, 23.4556, -0.0684, 0.0134, -0.0126
Si, 4.1355, 5.3004, 23.3914, -0.0171, -0.0063, -0.0153
Si, 8.0439, 5.6034, 23.543, 0.0243, -0.0251, -0.0281
Si, 2.1692, 6.5814, 23.3627, 0.0342, 0.0143, -0.0282
Si, 5.9892, 6.7666, 23.4619, 0.0019, -0.0155, -0.0586
Si, 10.0165, 6.8682, 23.5973, 0.0623, -0.0232, 0.0039
Si, 1.9059, 2.6704, 25.3709, -0.0025, 0.0072, 0.0003
Si, 5.8368, 2.6528, 25.2438, 0.0151, -0.0227, -0.0129
Si, 9.6361, 2.6788, 25.255, 0.0025, -0.0238, 0.0017
Si, 11.5985, 4.0066, 25.3831, 0.0148, 0.0077, 0.0226
Si, 3.9009, 3.9731, 25.3175, -0.0025, 0.0074, 0.0155
Si, 7.7508, 4.0861, 25.3385, 0.0102, 0.0139, 0.0359
Si, 1.9728, 8.153, 25.1806, -0.0135, 0.0054, 0.0143
Si, 5.7779, 8.1749, 25.3416, -0.0143, -0.0098, 0.0399
Si, 9.7182, 8.2717, 25.4269, -0.0165, -0.0137, 0.0302
Si, 11.6435, 9.5752, 25.2465, -0.0082, 0.0284, -0.0102
Si, 3.8627, 9.5919, 25.0622, 0.0157, 0.0166, 0.0044
Si, 7.694, 9.5237, 25.406, 0.0038, 0.0039, -0.0081
Si, 11.651, -0.0087, 27.2019, -0.0061, -0.0176, -0.0034
Si, 3.9053, -0.0526, 27.1131, -0.0038, -0.0064, -0.02
Si, 7.7607, -0.0213, 27.2922, 0.0043, -0.0237, 0.0203
Si, 1.9881, 1.3145, 27.2718, 0.0022, 0.0156, 0.0204
Si, 5.8342, 1.3226, 27.1967, -0.0009, 0.0064, -0.0097
Si, 9.6946, 1.3319, 27.2085, 0.0144, 0.0146, -0.022
Si, 11.5927, 5.4709, 27.236, -0.0082, -0.0033, 0.0059
Si, 3.8491, 5.4228, 27.211, 0.0073, -0.0022, 0.0073
Si, 7.7179, 5.4648, 27.2633, 0.0013, -0.0154, -0.0001
Si, 1.9379, 6.8258, 27.1662, -0.0017, -0.0053, -0.0162
Si, 5.7622, 6.804, 27.2606, 0.009, 0.0052, 0.0033
Si, 9.6598, 6.8252, 27.2898, -0.0168, 0.0247, 0.018
Si, 1.9479, 2.7214, 29.1804, -0.0468, -0.007, -0.0105
Si, 5.7965, 2.7212, 29.123, 0.0065, -0.0012, 0.0238
Si, 9.6792, 2.728, 29.1425, -0.0156, -0.0189, 0.0357
Si, 0.0125, 4.0976, 29.165, 0.0135, -0.003, -0.0228
Si, 3.865, 4.0919, 29.1694, 0.0277, 0.0312, -0.0056
Si, 7.7324, 4.0907, 29.1883, 0.0184, 0.0142, -0.0445
Si, 1.9415, 8.1875, 29.1163, 0.0009, -0.0115, 0.0077
Si, 5.7929, 8.1835, 29.1857, 0.0421, -0.0112, -0.0582
Si, 9.672, 8.1952, 29.2205, 0.0143, -0.0436, -0.0488
Si, 0.008, 9.557, 29.1427, -0.0035, 0.0302, 0.0376
Si, 3.8755, 9.5588, 29.1012, -0.0244, 0.037, 0.0793
Si, 7.7348, 9.5459, 29.214, -0.0223, 0.0181, -0.028
Si, 0.0014, 0.0003, 31.091, -0.003, -0.0415, -0.011
Si, 3.862, 0.0062, 31.0664, -0.0025, -0.0638, -0.0191
Si, 7.7292, 0.0059, 31.1211, 0.0059, -0.009, 0.0039
Si, 1.9297, 1.3706, 31.1146, 0.0061, 0.0137, 0.0379
Si, 5.7973, 1.3702, 31.067, -0.0137, 0.0119, -0.0134
Si, 9.6667, 1.3631, 31.0941, 0.0059, 0.0455, -0.0266
Si, 0.0084, 5.4679, 31.0993, 0.0002, -0.0155, -0.0101
Si, 3.8687, 5.4763, 31.1012, -0.0027, -0.0401, 0.0198
Si, 7.7378, 5.4673, 31.1295, 0.0071, -0.0275, -0.0083
Si, 1.937, 6.8409, 31.0732, 0.0045, 0.0384, -0.0123
Si, 5.8023, 6.8334, 31.1183, 0.0017, 0.0005, 0.0221
Si, 9.6766, 6.8273, 31.1467, -0.0031, 0.0327, 0.0255
Si, 1.9301, 2.7495, 0.9915, -0.0142, -0.0088, -0.0187
Si, 5.7934, 2.7467, 0.9332, 0.0245, -0.0065, 0.0258
Si, 9.6653, 2.7354, 0.9767, -0.0148, -0.0311, -0.0259
Si, -0.0148, 4.1091, 0.9687, 0.0314, 0.0109, 0.031
Si, 3.8642, 4.1164, 0.9826, -0.0019, 0.0236, -0.0005
Si, 7.7381, 4.1109, 1.0081, -0.0263, -0.0009, -0.0106
Si, 1.9279, 8.2174, 0.9474, 0.0029, -0.0169, 0.0232
Si, 5.7978, 8.2265, 0.9721, -0.0238, -0.0051, 0.0291
Si, 9.6641, 8.2209, 1.0144, 0.0225, -0.0248, -0.0181
Si, -0.0066, 9.5921, 0.987, 0.0224, 0.0118, -0.0278
Si, 3.8597, 9.591, 0.9706, -0.0061, 0.0339, -0.0302
Si, 7.7365, 9.5822, 0.9968, -0.0199, 0.0253, -0.0092
Si, 11.6058, 0.0346, 2.928, -0.0001, -0.0079, 0.007
Si, 3.8523, 0.0209, 2.9334, 0.0115, -0.0187, 0.0121
Si, 7.7381, 0.0237, 2.9197, -0.0066, -0.0125, -0.0037
Si, 1.9309, 1.4029, 2.9353, 0.0079, 0.0103, 0.0053
Si, 5.8079, 1.3686, 2.8471, -0.0063, 0.0157, -0.007
Si, 9.6583, 1.3895, 2.9308, -0.0023, 0.0109, -0.0008
Si, 11.5624, 5.5052, 2.8821, 0.0172, -0.0109, -0.0069
Si, 3.8757, 5.4967, 2.9206, -0.0105, -0.0087, 0.0053
Si, 7.732, 5.5144, 2.9356, -0.0047, 0.0039, 0.0131
Si, 1.9124, 6.8253, 2.8648, 0.0023, 0.0146, -0.0184
Si, 5.8054, 6.8651, 2.9, 0.0013, 0.0145, -0.0074
Si, 9.6555, 6.9016, 2.9817, -0.0028, 0.0054, 0.0084
Si, 1.9089, 2.834, 4.8326, 0.0077, -0.0027, -0.0036
Si, 5.8309, 2.7272, 4.7598, 0.0037, -0.0035, -0.0252
Si, 9.5942, 2.8074, 4.8389, -0.0056, -0.0068, 0.0177
Si, 11.5405, 4.1433, 4.8003, -0.0135, -0.0059, -0.0206
Si, 3.9144, 4.1036, 4.8416, 0.0028, 0.0042, -0.0081
Si, 7.7106, 4.2117, 4.9068, -0.0064, 0.0173, -0.0079
Si, 1.885, 8.1433, 4.8111, 0.0001, -0.0217, -0.0215
Si, 5.8044, 8.2555, 4.8098, -0.0011, -0.0092, -0.0167
Si, 9.6564, 8.3166, 4.9261, 0.0081, -0.0041, 0.0004
Si, 11.6287, 9.6468, 4.8902, 0.019, -0.0001, 0.0021
Si, 3.8146, 9.4864, 4.8206, -0.0063, 0.0009, -0.0224
Si, 7.7168, 9.6742, 4.9064, -0.0072, 0.0076, -0.0225
Si, 11.5899, 0.2304, 6.7712, -0.0558, 0.0339, 0.0094
Si, 3.7487, -0.0568, 6.6974, -0.0129, 0.022, 0.0546
Si, 7.7012, 0.0563, 6.9253, 0.0079, 0.0114, 0.0529
Si, 2.0416, 1.5019, 6.7677, 0.0201, -0.0101, 0.0156
Si, 5.7038, 1.2799, 6.6385, -0.0188, -0.0064, 0.0108
Si, 9.6363, 1.5157, 6.8252, 0.0444, -0.0016, 0.0087
Si, 11.5214, 5.495, 6.7322, 0.0136, -0.0208, 0.0386
Si, 3.9785, 5.4354, 6.817, -0.0124, 0.0136, 0.0139
Si, 7.7371, 5.6694, 6.8676, -0.0162, -0.0327, 0.0654
Si, 1.9701, 6.6456, 6.6733, 0.0094, 0.0141, 0.0173
Si, 5.8132, 6.98, 6.78, -0.0175, 0.0129, 0.0478
Si, 9.7527, 7.0407, 6.9383, 0.0078, 0.0176, 0.0272
O, 9.9923, 7.9835, 8.3103, -0.0224, -0.0484, -0.0907
O, 7.6438, 9.9503, 8.2408, 0.0254, 0.0319, -0.0971
O, 7.4113, 4.7345, 8.2054, -0.0026, 0.055, -0.1744
O, 3.371, 10.386, 8.2592, 0.0048, 0.0515, -0.1592
O, 2.047, 7.5912, 8.0166, 0.0017, -0.0101, -0.1334
O, 3.9938, 4.592, 8.2722, 0.0078, 0.0178, -0.0851
O, 9.784, 2.4247, 8.2156, -0.0179, -0.0232, -0.0953
O, 2.5999, 2.356, 8.1138, -0.0089, -0.0038, -0.047
O, 11.378, 4.5549, 8.0879, 0.0248, 0.0492, -0.1219
O, 5.3497, 2.3855, 7.8193, 0.0243, -0.0085, -0.0717
O, 5.8109, 7.9952, 8.1074, -0.0194, -0.0539, -0.1207
O, 11.2669, 10.3387, 8.1497, -0.0176, 0.0185, -0.0774
O, 11.3153, 10.0609, 21.7801, 0.0114, 0.0545, 0.0888
O, 3.2112, 10.7191, 21.5282, -0.0146, 0.0235, 0.1186
O, 5.8587, 7.7132, 22.0998, -0.0009, -0.0271, 0.0675
O, 4.2219, 4.4502, 21.9468, -0.0238, 0.0266, 0.0837
O, 7.7021, 9.6766, 22.1843, 0.0216, 0.0077, 0.0594
O, 10.3451, 7.6599, 22.1816, -0.026, 0.005, 0.0608
O, 1.6364, 2.4293, 22.0777, 0.0326, -0.0352, 0.103
O, 5.9302, 2.4304, 21.8657, 0.0169, -0.0466, 0.0935
O, 8.4488, 4.7199, 22.1961, -0.0071, 0.0087, 0.1028
O, -0.0771, 4.4508, 22.0407, 0.0056, 0.0205, 0.0686
O, 2.3802, 7.363, 21.9241, -0.0132, -0.0347, 0.1169
O, 9.085, 1.8939, 21.8626, -0.0006, -0.0145, 0.1172
Si, 1.9058, 7.8037, 9.6084, -0.0215, 0.0124, 0.2667
Si, 5.0657, 0.5304, 17.6873, -0.0063, 0.0344, -0.1161
Si, 2.47, 5.4547, 14.0329, 0.0783, -0.0346, -0.0793
Si, 10.5699, 3.9274, 14.0652, -0.0674, -0.1138, -0.0154
Si, 8.2994, 2.4161, 15.2709, -0.0114, 0.0128, -0.0828
Si, 9.5281, 2.2445, 20.3348, 0.0002, -0.0031, -0.222
Si, 10.5179, 3.6085, 9.0929, 0.0034, -0.0304, 0.2635
Si, 0.0033, 2.2937, 11.5965, -0.0091, 0.0076, 0.1032
B, 11.0322, 8.1272, 15.3327, -0.1649, -0.1888, -0.1956
Si, 5.1609, 6.9197, 13.9746, 0.0142, 0.0038, 0.026
Si, 5.7046, 2.6211, 11.155, 0.032, -0.0229, 0.1879
Si, 8.6, 7.7001, 19.3243, 0.0684, -0.016, -0.0702
Si, 8.1151, 4.8651, 20.6091, -0.0048, -0.0239, -0.1457
Si, 5.927, 9.5618, 15.2176, -0.0743, 0.0039, -0.1237
Si, 2.1471, 7.6083, 20.3321, 0.0332, 0.0056, -0.2299
Si, 1.8928, 4.9226, 18.7217, 0.069, 0.0124, -0.1555
Si, 4.4675, 3.4306, 18.0004, 0.0588, -0.0259, -0.1782
Si, 8.6553, 8.885, 16.6888, -0.0267, 0.099, -0.0732
Si, 0.7671, 9.3997, 13.3994, 0.0273, -0.0358, -0.0018
Si, 9.8994, 10.6428, 11.7518, -0.0368, 0.0766, 0.0796
Si, 5.3412, 3.7055, 21.0046, -0.0016, -0.0052, -0.2232
Si, 0.5193, 5.7252, 16.2064, -0.0225, -0.0671, -0.1031
Si, 10.7695, 9.1699, 9.1593, 0.0129, 0.0172, 0.2491
Si, 6.6013, 8.8949, 21.2558, -0.0421, 0.0175, -0.1556
Si, 7.1785, 7.131, 11.528, -0.0443, -0.0066, 0.1566
Si, 2.617, 0.6733, 12.3014, 0.001, 0.0673, 0.0984
Si, 10.9166, 8.6556, 21.0262, 0.0182, -0.0225, -0.1746
Si, 6.0247, 4.3161, 15.6351, -0.0003, -0.0131, -0.0577
Si, 7.0841, 0.4972, 13.0025, -0.018, 0.017, 0.0709
Si, 4.0464, 2.9812, 8.605, 0.0092, -0.0366, 0.2047
Si, 0.8524, 6.732, 11.8872, -0.0237, 0.059, 0.0991
Si, 6.5667, 9.0555, 9.1093, -0.0012, -0.0107, 0.2396
Si, 0.655, 3.3035, 21.1189, -0.0459, -0.0069, -0.2087
Si, 9.8549, 6.5737, 12.9602, 0.0078, 0.0391, 0.0463
Si, 7.7267, 4.5281, 9.7939, -0.0078, -0.0011, 0.2454
Si, 3.9896, 10.0699, 20.2318, -0.0168, 0.0233, -0.2667
Si, 4.207, 3.0224, 13.5852, 0.0139, -0.018, 0.0449
Si, 3.8458, 10.0201, 9.7913, -0.0034, -0.011, 0.2395
Si, 8.1237, 0.7139, 17.9954, -0.0234, 0.0412, -0.1655
O, 11.4665, 3.2496, 12.8882, 0.0197, 0.0005, -0.0569
O, 9.3459, 4.4029, 9.9112, 0.0222, -0.0045, -0.0756
O, 8.8154, 3.6228, 19.8468, 0.0038, 0.0018, 0.0741
O, 4.0533, -0.06, 18.8301, -0.0081, -0.0444, 0.1547
O, 11.388, 4.5787, 15.2948, 0.0239, 0.0631, 0.0344
O, 9.8408, 9.7998, 10.3351, 0.0144, -0.0251, -0.0986
O, 3.7005, 1.5219, 13.1962, -0.0332, -0.0442, -0.0421
O, 0.5785, 8.945, 14.9214, 0.0007, 0.0617, 0.0506
O, 6.531, 0.8153, 18.3667, 0.0435, -0.0354, 0.049
O, 4.7306, 3.1819, 19.5996, 0.0182, 0.0124, 0.1714
O, 6.2217, 1.1993, 11.7883, -0.0158, 0.0246, -0.0476
O, 0.5537, 8.6823, 9.8417, -0.0026, 0.0086, -0.0741
O, 5.6025, 4.3329, 17.2269, -0.0379, -0.0134, 0.0701
O, 8.4833, 7.2727, 12.4511, -0.0072, 0.012, -0.0027
O, 4.3828, 2.6098, 10.1579, -0.044, 0.0072, -0.1321
O, 2.0367, 5.8178, 15.5511, -0.0414, 0.0585, 0.0589
O, 3.3586, 0.0439, 10.9874, 0.0335, -0.0373, -0.0917
O, 5.9134, 7.2143, 12.5494, 0.0391, 0.0087, -0.0545
O, 2.3948, 6.3279, 19.3804, 0.0062, 0.0106, 0.087
O, 0.6326, 5.1225, 17.7358, 0.016, 0.0004, 0.0515
O, 8.3831, 10.686, 12.3587, 0.0332, -0.0365, -0.0254
O, 5.4684, 10.0732, 9.741, 0.0167, -0.0053, -0.0814
O, 0.6195, 8.1375, 20.2018, -0.035, 0.0018, 0.0934
O, 9.7874, 2.6631, 14.7202, 0.0008, 0.0306, 0.0263
O, 1.9639, 10.5202, 13.2933, -0.0137, -0.0241, 0.0348
O, 9.9769, 8.9937, 15.8316, 0.0611, 0.01, 0.0315
O, 6.1459, 10.3717, 13.8086, 0.0027, -0.002, -0.0098
O, 7.5036, 1.6109, 14.1077, 0.0002, -0.0129, -0.0124
O, 1.563, 3.952, 19.972, -0.0319, -0.0297, 0.1051
O, 5.8814, 5.7712, 14.9097, -0.0012, -0.0005, -0.0002
O, 7.3306, 8.9484, 15.7352, 0.0269, -0.061, 0.0474
O, 1.4615, 1.6103, 11.6638, 0.0143, -0.0208, -0.0117
O, 7.2211, 8.2921, 10.3764, -0.0226, 0.0365, -0.0959
O, 4.3863, 1.9595, 17.2953, 0.0089, 0.0114, 0.0448
O, 6.9848, 3.187, 10.3246, 0.0142, 0.0295, -0.0693
O, 11.4002, 7.1397, 16.3443, 0.0777, 0.016, 0.063
O, 8.5313, 10.1306, 17.732, 0.0214, -0.0143, -0.0076
O, 3.2697, 8.5315, 10.1092, -0.0028, 0.0025, -0.067
O, 7.5768, 3.8527, 15.5394, 0.0182, 0.0168, 0.0153
O, 3.0742, 4.2306, 17.8543, -0.063, 0.0283, 0.0462
O, 2.8817, 3.8942, 13.8563, -0.0246, 0.0095, 0.008
O, 1.3048, 8.1948, 12.4258, -0.0097, -0.0482, -0.0436
O, 1.2538, 5.6173, 12.9806, -0.0152, 0.0049, 0.0127
O, 4.9812, 8.2869, 14.8461, 0.0212, 0.0124, 0.0204
O, 11.1522, 2.371, 20.3628, 0.018, 0.0091, 0.0833
O, 10.9762, 10.0014, 12.7603, -0.0147, -0.0227, -0.0028
O, 5.1903, 3.575, 12.3818, 0.0071, 0.0072, -0.0587
O, 5.1116, 3.1503, 14.9307, 0.0107, 0.0168, -0.0123
O, 6.4836, 4.7927, 20.5558, -0.0047, -0.0041, 0.0531
O, 8.3954, 1.607, 16.67, -0.0042, -0.042, 0.1119
O, 10.358, 1.2477, 11.4697, -0.0054, -0.0199, -0.0358
O, 10.8528, 6.5777, 11.6368, 0.0281, -0.0002, -0.0616
O, 3.2667, 8.6762, 19.8507, -0.0076, -0.0185, 0.0932
O, 1.6765, 6.4504, 10.484, 0.0122, -0.0167, -0.0757
O, 7.1916, 8.291, 19.8885, -0.0509, 0.0211, 0.0566
O, 8.568, 7.5852, 17.7108, -0.0139, -0.0216, 0.0337
O, 3.689, 6.4062, 13.5587, -0.0062, 0.0073, -0.0087
O, 9.5515, 5.0083, 13.3767, 0.0188, 0.0385, 0.0245
O, 5.5044, 9.9882, 20.8106, 0.0332, -0.0163, 0.0825
O, 10.5304, 7.3879, 14.1282, 0.0185, 0.0285, -0.0137
O, 8.738, 6.203, 19.9597, -0.0146, 0.0108, 0.0345
O, 7.1491, 5.7313, 10.6997, 0.0148, -0.0267, -0.0594
O, 5.2138, 10.5012, 16.372, 0.0125, 0.0212, 0.0639
O, 9.0464, 1.1372, 19.268, 0.006, 0.0321, 0.1174
O, 11.5981, 3.101, 10.1774, -0.0249, 0.037, -0.0995
O, 9.7655, 8.7053, 19.8875, 0.0021, -0.0018, 0.0568

Results
free energy: -144145.672 eV
free energy less fixed offsets of B -154.04, O -568.88, Si -635.61 eV per atom: 6.628 eV

The program warned: the cutoff lies below the one the program advises for these potential files; the forces do not sum to zero within the program's tolerance; the exchange-correlation potential is rough where the density is thin.
